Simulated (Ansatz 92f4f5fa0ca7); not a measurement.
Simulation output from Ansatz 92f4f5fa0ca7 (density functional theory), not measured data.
Periodic cell of 218 atoms, Si134O84, from a study of silicon, its oxide and their interface. The atomic structure is a simulated model.
Doubt: the cutoff is far below the 930 eV that the study's wrapper takes by default for these files, so forces and energies are approximate.
This geometry differs little from another in the collection (a relaxation step or a small displacement).

Settings
functional: PBE
potential files: Ansatz PAW
basis: plane waves
wave-function cutoff: 580 eV
density cutoff ratio: 5
exchange-correlation grid ratio: 1
k mesh: 1 x 1 x 1, Gamma-centred
self-consistency stop: 5e-08 eV per atom in the density residual
occupations: fixed
spin: none
net charge: 0

Cell vectors (angstrom)
a	10.938	0	0
b	0	10.938	0
c	0	0	32.1092

Atoms: element, x, y, z (angstrom)
Si	0.4698	-0.4783	24.7955
Si	5.7823	-0.4552	24.7685
Si	2.5524	2.8157	24.8087
Si	7.6967	3.3779	24.5592
Si	0.768	4.6555	24.6876
Si	5.9086	5.0783	24.564
Si	2.1025	8.6022	24.7496
Si	7.6407	8.7653	24.6661
Si	1.3731	1.2729	26.1016
Si	6.8541	1.4143	25.8257
Si	4.1778	4.0993	25.932
Si	9.6242	4.0785	25.8265
Si	1.3346	6.7033	25.9403
Si	6.8417	6.8514	25.8724
Si	4.0433	9.4537	25.9817
Si	9.517	9.5656	25.9323
Si	2.796	-0.0478	27.3841
Si	8.2143	0.0639	27.291
Si	-0.0422	2.7097	27.3283
Si	5.4941	2.7036	27.3049
Si	2.7911	5.4653	27.3215
Si	8.2693	5.4963	27.2579
Si	-0.0459	8.1427	27.2992
Si	5.4573	8.1287	27.3281
Si	4.1018	1.3673	28.691
Si	9.5708	1.3673	28.691
Si	1.3673	4.1018	28.691
Si	6.8362	4.1018	28.691
Si	4.1018	6.8362	28.691
Si	9.5708	6.8362	28.691
Si	1.3673	9.5708	28.691
Si	6.8362	9.5708	28.691
Si	0	0	30.0582
Si	5.469	0	30.0582
Si	2.7345	2.7345	30.0582
Si	8.2035	2.7345	30.0582
Si	0	5.469	30.0582
Si	5.469	5.469	30.0582
Si	2.7345	8.2035	30.0582
Si	8.2035	8.2035	30.0582
Si	1.3673	1.3673	31.4255
Si	6.8362	1.3673	31.4255
Si	4.1018	4.1018	31.4255
Si	9.5708	4.1018	31.4255
Si	1.3673	6.8362	31.4255
Si	6.8362	6.8362	31.4255
Si	4.1018	9.5708	31.4255
Si	9.5708	9.5708	31.4255
Si	2.7345	0	0.6835
Si	8.2035	0	0.6835
Si	0	2.7345	0.6835
Si	5.469	2.7345	0.6835
Si	2.7345	5.469	0.6835
Si	8.2035	5.469	0.6835
Si	0	8.2035	0.6835
Si	5.469	8.2035	0.6835
Si	4.1018	1.3673	2.0507
Si	9.5708	1.3673	2.0507
Si	1.3673	4.1018	2.0507
Si	6.8362	4.1018	2.0507
Si	4.1018	6.8362	2.0507
Si	9.5708	6.8362	2.0507
Si	1.3673	9.5708	2.0507
Si	6.8362	9.5708	2.0507
Si	0	0	3.418
Si	5.469	0	3.418
Si	2.7345	2.7345	3.418
Si	8.2035	2.7345	3.418
Si	0	5.469	3.418
Si	5.469	5.469	3.418
Si	2.7345	8.2035	3.418
Si	8.2035	8.2035	3.418
Si	1.3632	1.4316	4.7442
Si	6.7545	1.4207	4.7987
Si	4.0769	4.1126	4.8256
Si	9.6043	4.1225	4.8191
Si	1.4103	6.8226	4.9409
Si	6.7975	6.8461	4.6583
Si	4.0651	9.5789	4.8534
Si	9.6036	9.5522	4.678
Si	2.6894	0.1202	6.1761
Si	8.2092	-0.0011	5.9331
Si	0.1027	2.8166	6.2125
Si	5.3929	2.7559	6.2647
Si	2.8285	5.4085	6.4281
Si	8.156	5.5438	6.0128
Si	-0.032	8.3019	6.2065
Si	5.4476	8.0769	6.1134
Si	3.6512	1.7861	7.6448
Si	9.7744	1.1411	7.2255
Si	1.8987	3.5595	7.725
Si	6.5501	4.5089	7.374
Si	4.766	6.2931	7.609
Si	9.0161	7.3437	7.2505
Si	0.6558	10.3772	7.1757
Si	7.3036	9.1085	7.0651
O	6.6817	9.7659	8.4475
O	1.5431	3.8099	9.3559
O	1.0579	10.4845	8.7828
O	7.424	3.959	8.6919
O	9.2502	6.746	8.7932
O	4.0623	1.3105	9.2144
O	4.5158	6.7624	9.217
O	9.1039	1.7754	8.6344
O	4.9815	-0.0867	23.3614
O	8.0088	3.4841	22.9237
O	0.5642	0.5144	20.6185
O	5.5893	5.5045	22.9719
O	8.042	8.431	23.0925
O	3.1754	2.0021	23.4698
O	2.115	8.1247	23.1441
O	0.2923	0.0409	23.2272
Si	5.2761	1.0694	10.2996
Si	7.9204	2.5853	9.4331
Si	0.1307	6.9543	14.748
Si	12.9898	3.2445	19.3701
Si	7.5624	12.3397	15.3324
Si	10.2909	6.9652	10.018
Si	5.9184	13.4252	20.4589
Si	6.7877	9.5225	10.0337
Si	-0.4195	7.2323	17.8673
Si	-1.7568	4.9062	19.164
Si	1.3807	3.4926	16.5138
Si	1.1521	7.8591	21.8591
Si	9.4276	9.3297	11.4671
Si	-2.4651	16.4488	14.035
Si	5.314	12.9116	17.3932
Si	2.3919	5.8798	12.9741
Si	-1.3301	0.1717	13.7688
Si	8.6612	2.9556	21.527
Si	9.462	2.9999	12.1599
Si	5.2343	13.0449	13.3284
Si	2.0906	8.8026	19.1273
Si	9.2639	14.8251	16.3154
Si	2.1501	11.3335	20.2641
Si	-6.1009	7.1195	19.0214
Si	5.2611	7.0838	10.6457
Si	5.4631	5.3024	13.0173
Si	14.0319	12.0686	15.5366
Si	4.8336	5.2057	21.5433
Si	4.0389	11.8901	22.537
Si	11.9566	9.4283	9.9804
Si	2.9465	8.5942	11.9157
Si	3.9168	4.6308	17.5328
Si	7.845	7.4915	19.1141
Si	1.7093	4.9391	21.729
Si	10.4583	0.4453	21.8551
Si	1.4833	-1.0557	14.2986
Si	9.0432	8.7048	21.8459
Si	0.9396	4.2973	10.8012
O	-1.911	7.9494	18.0344
O	9.2708	10.2991	21.5765
O	-2.4663	5.1401	15.6341
O	4.8151	-4.4278	20.5494
O	2.4125	-0.3568	15.4535
O	5.3921	3.724	13.352
O	-0.0545	5.5607	10.5298
O	1.2244	3.8585	20.6204
O	8.594	13.5471	15.6144
O	6.6247	12.4737	13.9876
O	-2.6347	8.0911	20.5503
O	5.6336	4.0799	20.6705
O	3.3148	4.7561	22.0012
O	6.2818	7.8997	18.7895
O	3.9901	12.4708	14.2195
O	9.0324	3.8434	17.9309
O	-1.5273	12.5071	12.9409
O	12.2273	5.9037	14.1964
O	-0.1525	6.7558	16.3408
O	1.0956	13.9949	18.0706
O	-0.4426	8.0106	22.1943
O	14.463	8.0814	18.8868
O	10.4676	5.8966	18.8437
O	3.9599	5.8509	13.5205
O	6.6018	12.2417	16.6457
O	5.0441	3.5563	16.9987
O	1.4529	6.4285	21.1612
O	9.0023	15.1862	13.1211
O	3.3053	4.2221	18.9983
O	9.5248	7.713	11.2581
O	7.8484	5.8558	19.1932
O	2.6073	9.6295	13.1236
O	10.8945	9.9615	11.1024
O	5.5868	-0.5035	10.6568
O	8.414	2.9872	10.9209
O	4.9756	12.6691	11.7605
O	0.8592	8.1779	18.2562
O	2.6009	4.6254	16.5271
O	6.894	5.8872	13.6543
O	4.0001	12.0778	16.8969
O	2.3371	10.4029	18.9222
O	10.9727	14.1009	11.5494
O	4.6702	6.0478	17.7798
O	5.0861	12.7062	21.6263
O	8.6097	11.1028	15.0781
O	11.4917	7.9418	9.4661
O	3.0442	0.0577	21.5991
O	9.6375	6.6969	13.9505
O	6.6279	-3.0077	10.3723
O	6.6127	1.6398	9.5774
O	-1.6436	4.1547	20.6049
O	13.6451	12.7846	19.8014
O	-2.6552	-0.9701	10.5018
O	11.2123	10.9533	14.0326
O	1.8923	2.2327	15.6285
O	1.5967	8.87	20.6845
O	-10.2013	8.4706	14.6235
O	5.5295	1.8906	18.9968
O	0.7409	4.8012	23.0289
O	-8.8842	7.2526	12.1449
O	7.5153	2.2043	20.6425
O	10.8646	3.9443	15.9377
O	2.1307	15.6168	11.8791
O	4.4617	8.0627	11.6984
O	9.0888	9.7738	12.9786
O	9.8167	1.9217	21.9886
O	13.467	9.3491	10.5443
O	5.5489	5.6678	11.4137

Results
free energy: -132955.754 eV
free energy less fixed offsets of O -568.88, Si -635.61 eV per atom: 1.906 eV

Forces (eV/angstrom), in the order of the atoms: element, x, y, z
Si	0.0073	0.0109	-0.0195
Si	0.0041	0.0016	0.0021
Si	0.0091	0.006	-0.0009
Si	0.0033	0.0047	-0.01
Si	-0.0033	-0.0073	-0.006
Si	-0.0059	0.0023	-0.0021
Si	-0.0048	-0.0058	0.0006
Si	-0.0061	0.0027	0.0048
Si	-0.0062	0.0012	0.0062
Si	0.0013	-0.0061	0.0105
Si	-0.0033	-0.001	0.0065
Si	0.0038	0.0024	0.0076
Si	-0.0013	0.0066	0.0111
Si	0.0007	-0.0016	0.0052
Si	0.0034	-0.0018	0.0074
Si	-0.0044	-0.003	0.0115
Si	-0.0032	-0.0025	0.0018
Si	-0.0063	-0.0007	-0.0077
Si	0.0066	0.003	-0.0003
Si	0.0009	0.004	-0.0003
Si	0	-0.0078	-0.004
Si	-0.004	-0.0036	-0.0026
Si	0.0051	0.0018	-0.007
Si	0.0022	0.0027	-0.0019
Si	0.3188	0.0351	0.2711
Si	-0.1616	0.0006	0.401
Si	0.009	-0.0229	-0.2816
Si	0.3313	0.0763	-0.4591
Si	0.0514	-0.2093	0.5227
Si	-0.1519	-0.0798	0.3349
Si	-0.1774	-0.4107	-0.1165
Si	-0.0582	0.1265	-0.4478
Si	-0.0884	-0.0139	-0.0368
Si	0.0103	0.045	0.0186
Si	-0.0231	-0.0299	-0.0249
Si	0.0444	0.0107	0.0142
Si	-0.0187	0.0603	0.0093
Si	-0.0505	0.055	-0.0118
Si	-0.0816	-0.063	0.0211
Si	0.0335	-0.0332	-0.0285
Si	0.0135	-0.0577	-0.0091
Si	0.0134	-0.0072	-0.0371
Si	0.0489	-0.002	0.0011
Si	-0.0066	-0.0394	-0.0387
Si	0.0482	-0.0206	-0.0298
Si	-0.0031	0.0212	-0.0131
Si	0.0003	0.0243	-0.044
Si	0.0042	-0.0011	-0.0109
Si	0.0364	-0.0268	0.0089
Si	-0.04	0.0516	-0.0017
Si	-0.0564	0.0659	0.0263
Si	0.045	-0.1029	0.0187
Si	-0.1049	0.0773	-0.0063
Si	0.0532	-0.0055	0.0094
Si	-0.0155	-0.0117	0.0022
Si	-0.0402	0.0168	0.022
Si	-0.0457	-0.0221	-0.0036
Si	0.0121	-0.0926	0.0072
Si	0.1687	0.0236	-0.0218
Si	-0.0449	0.032	-0.0263
Si	0.0044	-0.1113	-0.0044
Si	-0.0199	0.0737	-0.0082
Si	-0.0226	0.0825	-0.0116
Si	0.1071	-0.0116	-0.0157
Si	0.3507	0.2434	-0.4983
Si	-0.2856	-0.0818	0.3086
Si	0.0972	0.4188	-0.3137
Si	0.0098	0.1239	0.4066
Si	0.3542	0.26	0.5303
Si	-0.4514	-0.4113	-0.4831
Si	-0.1289	-0.117	0.6505
Si	-0.0435	0.0577	-0.8037
Si	-0.0117	-0.0049	0.0049
Si	0.0013	-0.0041	0.0031
Si	0.0004	0.0042	0.0027
Si	-0.0049	0.0011	-0.0002
Si	-0.0012	0.0036	0.0028
Si	-0.0016	0.0017	0.0029
Si	-0.0011	0.0003	0.0013
Si	0.0016	0.0044	0.0082
Si	0.0106	-0.0031	-0.0048
Si	0.0061	0.0063	-0.0045
Si	0.0026	-0.0034	-0.0015
Si	0.0022	-0.0011	-0.0077
Si	-0.0002	-0.0033	-0.0003
Si	0.0008	-0.0037	-0.0089
Si	-0.0029	-0.0132	-0.016
Si	0.0059	0.0035	-0.0022
Si	-0.0046	-0.0006	0.0091
Si	-0.0099	-0.0066	0.0049
Si	0.0015	-0.001	0.0052
Si	-0.0038	0.0047	0.0019
Si	0.0014	0.0007	0.002
Si	0.0006	0.0025	0.0109
Si	0.008	0.0252	0.0417
Si	-0.0065	-0.0055	-0.0027
O	0.0001	0.001	0.0051
O	-0.0004	0.0011	-0.0066
O	-0.0059	-0.0291	-0.0239
O	-0.0016	0.0073	-0.0029
O	-0.003	-0.002	-0.0091
O	-0.0059	0.0028	-0.0102
O	-0.002	0.0006	-0.0052
O	0.0055	-0.0004	-0.0059
O	0.0014	-0.0025	0.0052
O	0.0013	-0.0049	0.0134
O	-0.0081	-0.0046	0.0157
O	0.0045	0.0015	0.0109
O	0.0008	-0.0027	-0.0008
O	-0.0014	-0.0029	0.0069
O	0.0029	-0.0014	0.0029
O	-0.0112	-0.0002	0.0169
Si	0.0014	-0.0045	0.0051
Si	0.0058	-0.002	0.0036
Si	-0.0014	0.0004	-0.002
Si	0.0002	0.0046	0.0002
Si	0.0009	0.0001	-0.0006
Si	0	0.0057	0.0055
Si	0.0019	0.0028	-0.0029
Si	0.0007	0.0066	-0.0041
Si	0.0001	-0.0007	0.0026
Si	0.0006	0.0016	0.0017
Si	-0.0004	0.0009	-0.001
Si	-0.0003	0.0027	-0.0093
Si	0.0005	0.0038	-0.0036
Si	0.0043	0	-0.0025
Si	0.0019	-0.0018	-0.0023
Si	-0.0028	-0.0001	0.0015
Si	-0.0021	0.002	-0.0017
Si	0.0081	-0.0015	-0.0043
Si	-0.0031	-0.0014	0.0001
Si	0.0023	0.0001	-0.0025
Si	-0.0034	-0.0041	0.0031
Si	-0.001	-0.0024	-0.0024
Si	0.0011	0.0025	0.0037
Si	-0.0006	-0.0024	0.004
Si	-0.0001	-0.0004	0.0037
Si	0.0013	-0.0023	0.0002
Si	-0.0024	0	-0.0003
Si	0.0003	0.0002	-0.0043
Si	-0.0034	0.0037	-0.0126
Si	-0.0038	0.0213	0
Si	-0.0011	-0.0005	-0.0012
Si	-0.0037	-0.0004	0.0019
Si	0.0009	-0.0011	0.0008
Si	0.0061	-0.0023	-0.0087
Si	0.006	0.0062	-0.0031
Si	-0.0025	0.0011	-0.0037
Si	0.0044	-0.0015	-0.0067
Si	-0.0012	0.0003	0.0042
O	-0.0016	-0.0005	0.0025
O	0.0019	0.0003	0.0035
O	-0.0007	-0.0002	0.0027
O	-0.0003	-0.0015	0.0031
O	-0.0014	-0.0014	0.0013
O	-0.0001	0.0011	0.0033
O	0.0025	-0.0044	0.0008
O	-0.0016	0.0043	0.007
O	-0.0002	-0.0001	0.0019
O	-0.0004	0.0008	0.0014
O	0.0006	0.0017	0.0059
O	-0.0004	0.0002	0.0017
O	-0.0054	-0.0003	0.0023
O	0	0.0005	0.0025
O	-0.0028	-0.0003	0.0056
O	-0.0019	0.0011	0.0015
O	0.0001	-0.0037	0.0055
O	0.0019	-0.0008	0.0016
O	0.0004	0.0011	0.003
O	-0.0007	-0.0019	0.002
O	-0.0011	0.0011	0.0046
O	-0.0018	0.0009	0.0023
O	-0.001	-0.0016	0.0019
O	-0.0004	0.0012	0.0022
O	-0.0025	0.0017	0.0026
O	0.0013	-0.0008	0.001
O	-0.0005	0.0005	0.0045
O	-0.0003	0.0016	0.0047
O	0.0003	-0.0011	0.0027
O	0.0015	-0.0004	-0.0002
O	0.0001	-0.0022	0.0006
O	0.0024	0.0014	0.0063
O	0.0125	-0.0088	-0.017
O	-0.0005	-0.001	0.0012
O	-0.0022	0.0031	0.0009
O	-0.0014	-0.0009	0.0018
O	0.0039	0.0015	0.0028
O	-0.0004	0.0008	0.0022
O	-0.0025	0.0014	0.0027
O	-0.0002	0.0005	0.0012
O	-0.0019	0.0026	0.0017
O	0.0065	0.0048	-0.0006
O	0.0007	0.0046	0.0043
O	-0.0092	-0.0084	0.011
O	0.0003	-0.0011	0
O	0.0009	0.0029	0.0053
O	0.0051	0.0037	0.0048
O	-0.0009	0.0006	0.0014
O	-0.0005	-0.0007	0.0009
O	-0.0022	-0.0026	-0.0014
O	-0.0032	-0.0055	0.0068
O	0.0001	-0.0072	0.0018
O	-0.003	-0.0021	0.003
O	0.0004	0.0008	0.0021
O	0.0007	-0.0011	0.0032
O	-0.0036	-0.0065	0.0039
O	0.0012	0.0012	0.0032
O	0.0002	0.0007	0.007
O	-0.0032	0.0029	0.011
O	0.0003	-0.0001	0.0033
O	-0.0019	0.0005	0.0025
O	-0.0015	0.0007	0.003
O	-0.0019	-0.0009	0
O	0.0004	-0.0015	0.001
O	0.0012	-0.0006	0.0005
O	0.0006	-0.0054	-0.003
O	-0.0156	0.0043	-0.0031
O	-0.0009	0.0031	-0.0009

The program warned: the cutoff lies below the one the program advises for these potential files; the exchange-correlation potential is rough where the density is thin.
